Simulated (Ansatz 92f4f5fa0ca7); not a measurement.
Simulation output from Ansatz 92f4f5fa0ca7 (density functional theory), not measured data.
Periodic cell of 224 atoms, Si132O88B1H3, from a study of silicon, its oxide and their interface. The atomic structure is a simulated model.
Doubt: the cutoff is far below the 930 eV that the study's wrapper takes by default for these files, so forces and energies are approximate.
This geometry differs little from another in the collection (a relaxation step or a small displacement).

Settings: functional PBE; potential files Ansatz PAW; basis plane waves; wave-function cutoff 580 eV; density cutoff ratio 5; exchange-correlation grid ratio 1; k mesh 1 x 1 x 1, Gamma-centred; self-consistency stop 5e-08 eV per atom in the density residual; occupations fixed; spin none; net charge 0.

Cell vectors (angstrom)
a 10.938 0 0
b 0 10.938 0
c 0 0 31.948

Atoms and the computed forces on them: element, x, y, z (angstrom), force x, y, z (eV/angstrom)
Si 0.2998 10.542 24.3932 -0.0011 0.0006 -0.0005
Si 5.2263 0.1428 24.5265 0.0001 -0.0005 0.001
Si 2.9763 2.3415 24.5292 -0.0006 0.0012 0
Si 7.9382 2.9233 24.5021 0.0004 0.0014 0.0003
Si 10.629 5.4188 24.4441 0.0012 0.0006 0.0002
Si 5.7706 5.2027 24.4397 -0.0008 0.0004 0.0018
Si 2.5935 8.3541 24.5364 -0.0001 -0.0011 0.0005
Si 8.5279 7.7749 24.4213 -0.0004 -0.001 0.0008
Si 1.3618 1.2249 25.8048 0.0006 -0.001 0.0026
Si 6.8215 1.3139 25.8002 -0.0006 -0.0001 0.0008
Si 4.142 4.0249 25.7255 0.0015 0.0003 0.0002
Si 9.4805 4.0227 25.9095 -0.0008 0.0002 0.0017
Si 1.3655 6.6737 25.6673 0.0005 -0.0003 0.0007
Si 6.9033 6.7506 25.8085 0.0012 -0.0005 0.0003
Si 4.0916 9.5328 25.899 -0.0001 0.0009 0.0016
Si 9.613 9.4403 25.7092 0.0013 0.0002 0.0003
Si 2.7218 -0.0535 27.2571 -0.0014 -0.001 0.0052
Si 8.2435 -0.0814 27.0851 0.0001 -0.0011 -0.0048
Si 0.0069 2.6498 27.1418 -0.0013 -0.0031 -0.0034
Si 5.4723 2.6902 27.1875 -0.0007 -0.0002 0.0027
Si 2.7577 5.392 27.0864 -0.0017 -0.0014 -0.0049
Si 8.1898 5.4263 27.2753 -0.0002 0 0.0068
Si 0.0426 8.098 27.1151 -0.0018 -0.0016 -0.0001
Si 5.5164 8.1443 27.1489 0.0007 0.0005 -0.0031
Si 4.0935 1.3522 28.5647 -0.0002 -0.0044 -0.0063
Si 9.5744 1.2996 28.5051 -0.0023 0.0063 0.0032
Si 1.3745 4.0591 28.4898 -0.0026 0.004 0.0049
Si 6.8143 4.0547 28.5849 0.0029 0.0018 -0.0074
Si 4.1054 6.7866 28.4889 -0.0021 0.004 0.005
Si 9.5963 6.8144 28.5509 -0.0043 -0.0029 -0.0049
Si 1.3564 9.4851 28.5461 0.0017 0.0075 -0.0048
Si 6.8631 9.541 28.5061 -0.005 0.0024 0.0034
Si 0.0092 -0.036 29.8932 0.0055 -0.0027 -0.0008
Si 5.4877 -0.0173 29.8894 0.0004 -0.0008 0.0007
Si 2.7325 2.7344 29.9034 0.0004 -0.0015 0.0003
Si 8.2231 2.6968 29.8962 0.0031 -0.002 0.0009
Si 0.0251 5.4433 29.8897 0.0022 -0.0018 0.0006
Si 5.4602 5.4575 29.9061 0.003 0.0003 -0.0001
Si 2.7573 8.1658 29.8933 0.0026 -0.0028 0.0014
Si 8.2221 8.1938 29.8982 0.0028 -0.0036 -0.0005
Si 1.3673 1.3673 31.2643 -0.02 -0.1016 -0.0552
Si 6.8362 1.3673 31.2643 0.058 -0.1581 -0.0041
Si 4.1018 4.1018 31.2643 -0.1002 -0.0236 0.1269
Si 9.5708 4.1018 31.2643 0.1386 -0.1167 -0.1291
Si 1.3673 6.8362 31.2643 0.104 -0.1904 -0.0365
Si 6.8362 6.8362 31.2643 0.037 0.0016 -0.0491
Si 4.1018 9.5708 31.2643 0.1099 -0.1015 -0.1318
Si 9.5708 9.5708 31.2643 0.0039 -0.0103 0.1188
Si 2.7345 0 0.6835 0.0808 0.1146 0.0085
Si 8.2035 0 0.6835 -0.146 0.0933 0.0661
Si 0 2.7345 0.6835 -0.1272 0.2054 0
Si 5.469 2.7345 0.6835 -0.0128 0.0322 -0.0532
Si 2.7345 5.469 0.6835 -0.0988 0.1505 0.1477
Si 8.2035 5.469 0.6835 -0.045 0.0195 0.0948
Si 0 8.2035 0.6835 0.0299 -0.0981 -0.0991
Si 5.469 8.2035 0.6835 -0.0522 0.2269 0.0667
Si 4.1025 1.3894 2.0589 -0.0024 -0.0034 0.0045
Si 9.5325 1.4151 2.0393 -0.0064 0.0057 -0.0046
Si 1.3361 4.1384 2.0574 -0.0019 0.0015 0.0054
Si 6.812 4.1169 2.0563 0.0025 0.0045 -0.005
Si 4.096 6.8641 2.0563 0.0012 0.0007 -0.0061
Si 9.5629 6.8564 2.0554 -0.0017 -0.0003 0.0047
Si 1.3727 9.5665 2.0285 0.0035 0 -0.0032
Si 6.8074 9.6078 2.0669 -0.0043 0.0015 0.0051
Si -0.0158 0.0225 3.3088 -0.0024 0.0024 0.0146
Si 5.4798 0.0771 3.4827 0.0075 -0.0049 -0.0098
Si 2.7341 2.791 3.3874 -0.0043 0.0055 0.0005
Si 8.1624 2.7752 3.4548 0.0147 -0.012 -0.0092
Si -0.0303 5.5064 3.4646 0.0061 -0.007 -0.0093
Si 5.4673 5.5142 3.4198 -0.0103 0.0073 -0.0004
Si 2.762 8.2644 3.44 -0.0047 -0.0092 -0.0017
Si 8.191 8.2426 3.4008 -0.0058 -0.0001 0.0028
Si 1.3678 1.3508 4.6448 0.0007 -0.0033 -0.0114
Si 6.7929 1.4894 4.9147 -0.0143 0.0025 0.0074
Si 4.0438 4.2112 4.7823 -0.003 -0.0137 -0.0112
Si 9.4818 4.1635 4.8381 -0.0009 0.0114 0.0003
Si 1.3498 6.9385 4.7863 -0.0011 0.0038 0.002
Si 6.8729 6.8536 4.7933 0.0147 0.0073 -0.0134
Si 4.1193 9.6477 4.8482 0.0055 0.0059 0.0014
Si 9.5217 9.704 4.7018 0.0029 -0.0046 -0.0015
Si 2.7447 0.1506 6.1521 -0.0098 -0.0071 0.0053
Si 8.2183 0.08 6.2151 0.0037 -0.0029 -0.0078
Si -0.0334 2.6747 5.9633 0.0006 -0.0022 -0.0061
Si 5.4921 3.0211 6.2577 0.0009 -0.0072 0.0007
Si 2.691 5.6088 6.2038 -0.0032 0.0151 -0.0154
Si 8.1521 5.4944 6.3434 -0.0038 -0.0072 0.0069
Si -0.0206 8.3899 6.0391 -0.0043 0.0043 0.0046
Si 5.5485 8.2653 6.1556 -0.0105 0.0005 -0.0081
Si 3.7661 1.8826 7.451 0.0152 0.0106 0.0038
Si 9.852 1.2192 7.5157 -0.0016 -0.0033 0.0122
Si 1.4142 3.9202 7.2468 0 -0.0043 0.0238
B 6.3348 4.7546 7.0675 0.0292 -0.024 0.011
Si 4.3502 6.7582 7.508 0.017 -0.0151 0.0402
Si 9.4829 7.2144 7.4606 0.0096 0.0051 -0.0134
Si 1.1424 9.9125 7.45 0.0022 -0.0083 -0.0124
Si 7.1753 9.3428 7.5082 0.0119 -0.004 0.0068
O 9.6192 6.6153 23.8936 0.0003 -0.0008 -0.0016
O 4.1111 1.2532 24.0044 0.0003 -0.0019 -0.001
O 8.3261 8.2499 8.0568 -0.0086 0.0101 0.0046
O 2.5776 2.9451 7.8995 -0.0107 -0.0044 -0.0097
O 6.8532 4.0587 23.9332 0.0016 -0.0014 -0.0016
O 1.4625 9.4329 24.0101 0.0025 -0.0002 -0.0007
O 5.5242 5.5635 7.8185 -0.0332 0.0332 -0.0127
O 0.0247 0.0749 8.0069 -0.002 0.0087 -0.0016
H 6.5395 9.9135 8.73 -0.0008 -0.0006 0.0004
O 10.6189 6.8441 8.64 0.0034 -0.0019 0.005
O 1.7945 9.163 8.7707 0.0026 -0.0018 0.0058
O 4.2369 1.2975 8.8987 -0.0014 -0.0017 -0.0011
O 0.324 4.2965 8.4305 0.0045 -0.0026 -0.0079
O 9.2582 1.9729 8.8796 0.0009 -0.0016 -0.001
O 3.8485 7.4553 8.9352 0.0004 -0.0015 -0.0105
H 7.9396 8.3447 23.1773 -0.0001 0 -0.0001
H 8.601 2.3274 23.3039 -0.0002 -0.0004 0
O 5.2584 5.968 23.0681 -0.0001 0.0003 -0.0022
O 2.2341 2.8377 23.1538 -0.0004 -0.0003 -0.0016
O 10.6887 0.1094 22.9142 0.0005 -0.0005 -0.0014
O 0.0384 4.3803 23.1903 -0.0005 0 -0.0006
O 3.4397 7.9096 23.2021 -0.0002 0.0003 -0.0007
O 5.9022 10.3888 23.1891 -0.0002 0.0006 -0.0007
Si 9.5766 9.3055 14.9679 0.0003 0 -0.0014
Si 2.4555 4.9464 11.5755 0.0028 0.0001 -0.0009
Si 0.8574 0.6891 14.6834 -0.0007 -0.0011 0.0003
Si 10.0526 9.9251 18.8484 0.0002 0.0002 0.0006
Si 6.8294 0.3779 11.6558 0.0011 -0.0005 0.0026
Si 9.5828 7.1767 12.6944 -0.0002 -0.0005 -0.0001
Si 2.0501 9.1995 17.9289 0.0012 0 -0.0012
Si 3.0234 8.6556 9.7175 -0.0027 0.0002 0.0001
Si 4.1846 2.4951 16.8427 0.0009 0.0006 0.0001
Si 4.5072 7.1533 22.2387 0.0006 -0.001 0.0024
Si 10.8769 5.3368 16.7493 -0.0001 -0.0006 -0.0001
Si 2.6218 6.3603 17.8705 0.0014 -0.0011 0.0011
Si 0.9781 2.5484 17.2501 0.0006 -0.0005 -0.0001
Si 5.7403 6.5917 16.9619 -0.0032 -0.0046 -0.0036
Si 8.6027 4.7072 11.4732 -0.0013 -0.0001 -0.0009
Si 10.989 5.4944 9.4944 -0.0045 0.0017 0.0051
Si 3.1019 0.1087 20.1828 -0.0002 0.0006 0.0011
Si 1.6549 7.5552 12.4319 0.0001 -0.0013 -0.0003
Si 5.7194 9.8844 21.6471 -0.0003 -0.0005 0.0016
Si 1.3772 1.8721 11.7503 0.0001 0.0007 0.001
Si 0.2642 0.5488 21.4214 0.0004 0 0.0028
Si 2.707 9.4366 14.7969 -0.0006 0.0003 -0.0009
Si 8.9466 3.2977 15.5439 0.0008 -0.0002 -0.0008
Si 1.0248 3.4568 22.2618 0.0006 -0.0016 0.0028
Si 9.3645 1.8422 10.5161 -0.0013 0.0021 0.0006
Si 5.589 8.7702 14.9885 0.0016 -0.0031 -0.0007
Si 6.8186 8.2827 12.2807 -0.0001 -0.0017 0.0015
Si 3.0424 5.0619 20.492 -0.0001 -0.0014 0.0017
Si 9.4062 1.6277 18.2268 0.0009 -0.0004 -0.0001
Si 7.952 0.8981 14.4215 0.0003 -0.0011 -0.0006
Si 5.9661 4.2848 15.1006 -0.0004 -0.0001 -0.0005
Si 7.0098 0.9087 19.7712 0.0001 0.0002 0.0006
Si 5.5746 5.4681 12.0931 0.0001 -0.0009 0
Si 4.6659 2.6969 19.7507 0.0002 -0.0002 0.0005
Si 4.0417 0.5871 10.341 -0.0004 -0.0002 0.0012
Si 6.0507 0.2705 16.7701 0.0003 0.0006 -0.0001
Si 8.7308 7.6521 17.5849 0.0007 -0.0001 -0.0007
O 0.1229 1.7541 18.4257 -0.0003 0.0001 -0.0009
O 6.0275 9.6708 16.2684 0.0001 -0.0007 -0.002
O 1.4812 5.5193 10.3425 -0.0008 0.0002 -0.0023
O 6.958 4.8854 11.3722 0.0006 -0.0004 -0.002
O 3.4018 1.6696 19.8447 0.0002 -0.0004 -0.0015
O 7.1182 7.2236 17.6735 -0.0003 -0.0005 -0.0007
O 6.9588 1.0505 13.1451 0.0002 -0.0004 -0.0016
O 5.7166 7.1095 11.9291 0.001 0.0009 -0.0006
O 5.4273 1.0142 11.1052 -0.0005 -0.0003 -0.0013
O 10.2724 10.6591 20.318 0.0001 -0.0005 -0.0012
O 8.9931 8.7051 16.3609 -0.0001 -0.0007 0.0006
O 1.901 3.4348 11.8874 -0.0004 -0.0017 -0.0007
O 0.5981 1.8423 15.8148 0.0005 -0.0003 -0.0006
O 8.9086 2.7047 17.0938 0.0006 -0.0003 -0.0005
O 8.8623 3.1008 11.4467 0.0009 -0.0018 -0.0006
O 4.9501 3.0632 18.1762 -0.0003 -0.0005 -0.0001
O 2.3717 11.0254 14.7325 0.0002 -0.0004 -0.0008
O 7.0835 1.0562 15.7929 0.0005 -0.0006 -0.0003
O 9.5604 5.2324 10.2509 0.0019 -0.0009 -0.0007
O 2.5956 2.6145 17.1737 0.0002 0 -0.0007
O 1.4571 6.0929 16.6584 0.0006 -0.0002 -0.0001
O 2.1808 7.7376 18.6141 0.0023 -0.0019 -0.0021
O 5.9955 2.025 20.3978 0.0007 -0.0003 -0.0016
O 9.1767 8.5235 18.9241 0.0002 0 -0.0011
O 3.6233 6.4823 21.0404 -0.0002 -0.0001 -0.0015
O 0.8127 1.3539 13.1973 0.0004 -0.0001 -0.0014
O 2.1673 6.0272 12.7875 0 -0.0001 -0.0006
O 8.4268 1.7385 19.5552 0.0004 -0.0004 -0.0011
O 1.8509 8.4898 13.7615 0.0002 -0.0004 -0.0003
O 2.668 1.0387 11.1464 0.001 -0.0006 -0.0011
O 9.2474 10.9744 17.8597 0.0005 -0.0008 -0.0007
O 6.9744 10.5342 20.7786 0.0005 -0.0001 -0.0012
O 9.1869 1.9887 14.5381 0.0005 -0.0005 -0.0007
O 11.0158 7.4598 11.9663 0.0004 -0.0002 -0.0004
O 6.7445 8.5392 13.8864 -0.0032 -0.0011 -0.0001
O 6.4754 0.3546 18.3292 0.0003 -0.0005 -0.0008
O 0.3884 4.0255 17.5845 0 -0.0001 -0.0009
O 9.1912 5.5656 12.7702 0.0005 0 -0.0004
O 8.5449 10.3367 14.2612 0.0001 0.0011 -0.0003
O 8.267 0.6618 10.8926 0.0007 -0.0009 -0.0011
O 2.4772 8.1351 11.1577 0.0007 -0.0001 -0.0009
O 4.2527 9.3465 14.2865 0.0016 -0.0007 0.0001
O 6.5544 9.7058 11.5611 0 0.0003 -0.0007
O 5.6078 8.237 21.6503 0.0001 0.0004 -0.001
O 9.7622 7.9127 14.1347 0.0004 -0.0004 -0.0004
O 8.3402 7.8451 11.8719 0.0001 -0.0002 -0.0002
O 2.51 5.1673 18.9578 0.0005 0.0023 -0.0006
O 1.778 0.0271 21.1141 0 -0.0004 -0.0013
O 1.7211 4.5217 21.2572 0.001 0.0007 -0.0016
O 10.9783 1.657 10.8097 0.0008 -0.0007 -0.0006
O 10.0231 4.5716 15.5007 0.0004 -0.0006 0
O 4.2982 4.0242 20.5957 -0.0004 0.0007 -0.0013
O 5.5706 5.0039 13.678 0.0007 -0.0007 -0.0014
O 0.5045 9.6435 18.058 0.0009 -0.0011 -0.0008
O 4.2716 6.4924 17.6931 0.0017 -0.0022 -0.0032
O 3.9977 9.9148 10.0675 0.0019 0.0005 0
O 2.5292 9.0012 16.3707 -0.0006 0.0011 0.0003
O 2.9558 10.27 18.7508 -0.0003 -0.0006 -0.0015
O 7.4842 3.7153 14.9294 0.0007 -0.0007 0
O 5.2993 7.317 15.5869 0.0009 0.0006 0.0056
O 10.9101 10.2683 15.0307 0.0003 -0.0001 -0.0009
O 4.3218 10.4066 21.0163 0.0011 -0.0004 -0.0012
O 4.5641 0.9224 16.6269 0.0003 -0.0006 -0.0005
O 4.7159 3.281 15.4977 0.0006 -0.0005 -0.0008
O 9.7657 6.3607 17.4153 0.0003 -0.0003 -0.0005
O 0.2546 2.2171 21.4717 0.0003 -0.0001 -0.0009
O 6.194 5.1313 16.4704 0.0007 0.0081 -0.0017
O 4.1283 4.978 11.4027 -0.0004 -0.0005 -0.0009

Results
free energy: -134162.240 eV
free energy less fixed offsets of B -154.04, H -15.97, O -568.88, Si -635.61 eV per atom: 1.670 eV

The program warned: the cutoff lies below the one the program advises for these potential files; the forces do not sum to zero within the program's tolerance; the exchange-correlation potential is rough where the density is thin.
